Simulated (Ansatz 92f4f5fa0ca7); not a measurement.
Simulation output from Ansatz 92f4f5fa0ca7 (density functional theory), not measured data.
Periodic cell of 216 atoms, Si132O76H8, from a study of silicon, its oxide and their interface. The atomic structure is a simulated model.
Doubt: the cutoff is low for norm-conserving oxygen, so forces and energies are approximate.
This geometry differs little from another in the collection (a relaxation step or a small displacement).

Settings
functional: HSE06
potential files: SPMS norm-conserving
basis: plane waves
wave-function cutoff: 800 eV
density cutoff ratio: 4
exchange-correlation grid ratio: 1
k mesh: 1 x 1 x 1, Gamma-centred
occupations: fixed
spin: none
net charge: 0

Cell vectors (angstrom)
a 10.938 0 0
b 0 10.938 0
c 0 0 31.5529

Atoms: element, x, y, z (angstrom)
Si 10.385 0.4632 24.239
Si 6.0582 10.5357 24.2022
Si 2.1709 3.1611 24.2774
Si 8.727 2.2186 24.2618
Si 0.5216 4.9271 24.2251
Si 4.7308 5.6691 23.9536
Si 3.3404 7.716 24.0967
Si 7.6309 8.6718 24.1171
Si 1.261 1.3551 25.4546
Si 6.9322 1.3278 25.5055
Si 3.973 4.079 25.4831
Si 9.651 4.0356 25.4415
Si 1.4539 6.817 25.3106
Si 6.6941 6.7434 25.1887
Si 4.2135 9.5255 25.3643
Si 9.4611 9.5546 25.3902
Si 2.7507 -0.032 26.7047
Si 8.2274 -0.0336 26.8696
Si 0.0032 2.7214 26.8726
Si 5.472 2.7292 26.7477
Si 2.716 5.5089 26.8334
Si 8.1797 5.4699 26.6606
Si 0.0106 8.1892 26.6807
Si 5.5076 8.1475 26.7672
Si 4.1018 1.3673 28.1347
Si 9.5708 1.3673 28.1347
Si 1.3673 4.1018 28.1347
Si 6.8362 4.1018 28.1347
Si 4.1018 6.8362 28.1347
Si 9.5708 6.8362 28.1347
Si 1.3673 9.5708 28.1347
Si 6.8362 9.5708 28.1347
Si 0 0 29.5019
Si 5.469 0 29.5019
Si 2.7345 2.7345 29.5019
Si 8.2035 2.7345 29.5019
Si 0 5.469 29.5019
Si 5.469 5.469 29.5019
Si 2.7345 8.2035 29.5019
Si 8.2035 8.2035 29.5019
Si 1.3673 1.3673 30.8692
Si 6.8362 1.3673 30.8692
Si 4.1018 4.1018 30.8692
Si 9.5708 4.1018 30.8692
Si 1.3673 6.8362 30.8692
Si 6.8362 6.8362 30.8692
Si 4.1018 9.5708 30.8692
Si 9.5708 9.5708 30.8692
Si 2.7345 0 0.6835
Si 8.2035 0 0.6835
Si 0 2.7345 0.6835
Si 5.469 2.7345 0.6835
Si 2.7345 5.469 0.6835
Si 8.2035 5.469 0.6835
Si 0 8.2035 0.6835
Si 5.469 8.2035 0.6835
Si 4.1018 1.3673 2.0507
Si 9.5708 1.3673 2.0507
Si 1.3673 4.1018 2.0507
Si 6.8362 4.1018 2.0507
Si 4.1018 6.8362 2.0507
Si 9.5708 6.8362 2.0507
Si 1.3673 9.5708 2.0507
Si 6.8362 9.5708 2.0507
Si 0 0 3.418
Si 5.469 0 3.418
Si 2.7345 2.7345 3.418
Si 8.2035 2.7345 3.418
Si 0 5.469 3.418
Si 5.469 5.469 3.418
Si 2.7345 8.2035 3.418
Si 8.2035 8.2035 3.418
Si 1.3508 1.38 4.85
Si 6.814 1.3599 4.7291
Si 4.1075 4.117 4.8275
Si 9.5917 4.114 4.7235
Si 1.3499 6.8428 4.6853
Si 6.8432 6.8632 4.8712
Si 4.0824 9.6208 4.7131
Si 9.5406 9.58 4.878
Si 2.7836 0.0067 6.1753
Si 8.0863 0.0668 6.2216
Si -0.0287 2.8157 6.1813
Si 5.521 2.7162 6.1473
Si 2.6945 5.5605 6.0887
Si 8.3162 5.4421 6.1721
Si 0.0649 8.1392 6.1423
Si 5.3983 8.3414 6.1452
Si 4.3968 1.1464 7.5222
Si 9.0604 1.9033 7.3492
Si 1.0726 4.5282 7.4413
Si 7.3617 3.622 7.3299
Si 3.5916 7.376 7.301
Si 10.142 6.3401 7.4405
Si 1.8815 9.0816 7.3184
Si 6.2253 10.1328 7.496
H 1.5201 9.4141 8.727
H 3.9336 6.9915 8.6981
H 6.9982 3.9648 8.7335
H 9.3994 1.571 8.7634
O 3.6903 1.9563 8.8276
O 6.6724 9.41 8.9041
O 9.5767 6.9445 8.8629
O 1.8874 3.981 8.7943
H 8.3449 2.5631 22.8619
H 10.7651 0.1512 22.8298
H 0.1478 5.2007 22.8109
H 2.5587 2.7922 22.8859
O 3.3264 8.402 22.5907
O 4.4963 4.8758 22.4682
O 6.0079 0.2604 22.6917
O 7.9369 8.4276 22.52
Si 9.5226 -0.1245 17.0051
Si 4.709 3.9693 21.1062
Si 5.4915 -0.0366 17.143
Si 10.6791 2.2667 15.5031
Si 9.1952 2.3582 12.6895
Si 1.4224 7.8584 11.8285
Si 8.7326 9.6654 14.3814
Si 8.9245 4.3851 16.8499
Si 8.9051 6.4573 14.5916
Si 1.757 6.0224 16.4461
Si 6.844 0.2443 12.6493
Si 2.4895 2.6531 19.076
Si 7.7112 10.7461 19.2794
Si 5.1329 2.4718 13.8654
Si 0.1972 4.5548 18.7836
Si 0.6101 10.4794 13.3977
Si 3.0064 8.1262 21.0369
Si 4.9928 4.6497 11.5831
Si 3.5149 -0.121 19.5345
Si 4.8849 6.0815 16.8585
Si 5.8529 1.0588 21.3109
Si 8.181 8.0965 20.9702
Si 7.9586 5.2136 12.1458
Si 2.7933 2.1266 15.9892
Si 9.5056 7.326 10.4208
Si 6.834 9.0817 10.4677
Si 2.2842 10.071 15.9342
Si 4.762 8.6007 15.0786
Si 0.5503 8.5423 17.4926
Si 5.5842 6.5362 19.832
Si 6.1844 3.1304 16.3834
Si 0.197 7.0879 20.2943
Si 0.9717 2.4269 12.084
Si 0.8496 5.3297 13.6361
Si 2.9641 3.1469 9.6912
Si 4.4711 7.6648 12.0165
O 10.2916 5.8209 14.0364
O 4.8394 3.4545 12.6455
O 4.2288 7.2425 20.4129
O 9.0189 5.9958 11.2089
O 3.8599 2.5989 14.8675
O 6.5656 10.4929 11.2228
O 1.3327 2.456 15.403
O 0.4167 7.856 18.909
O 6.9602 7.1621 20.4269
O 9.9434 10.2341 13.4492
O 7.6234 3.45 17.0336
O 1.0497 10.2946 14.933
O 0.0999 7.7484 10.8509
O 8.0032 1.334 12.4166
O 1.1848 0.9714 12.8399
O 0.9554 3.1794 19.1689
O 5.6873 1.6085 16.8751
O 1.036 5.122 17.5463
O 3.045 0.5367 16.0115
O 4.2045 10.6003 18.0916
O 5.5379 2.6357 21.5142
O 4.8002 8.4141 13.4459
O 5.3068 4.5072 16.6384
O 8.9398 0.3979 18.4167
O 1.7227 9.6476 17.3897
O 4.467 6.0505 12.1892
O 3.1996 8.8744 15.3845
O 1.238 9.2626 12.5801
O 9.5762 4.5279 18.3245
O 2.9796 2.7468 17.4949
O 10.4938 1.0764 16.5641
O 6.6697 10.3705 18.1097
O 4.6314 0.3595 20.5679
O 6.3718 2.99 14.776
O 10.0529 3.6466 15.9893
O 2.8715 9.4744 20.1541
O 8.601 5.776 16.0519
O 4.1192 4.1513 10.2962
O 8.3424 8.4609 10.6877
O 7.1567 0.8811 20.356
O 7.3636 9.9638 13.5819
O 8.9383 8.0809 14.6915
O 3.4378 3.4717 20.1559
O 9.9129 2.0003 14.106
O 1.4211 6.481 12.6667
O 8.5887 3.8302 12.6503
O 5.6659 8.0707 10.9848
O 7.7466 6.0896 13.5035
O 10.1391 9.346 17.227
O 8.1715 9.431 20.0741
O 0.234 5.4962 20.0808
O 0.8996 7.4055 16.3916
O 0.9872 3.8459 12.9489
O 8.549 10.535 15.7427
O 2.0928 2.5207 10.9267
O 9.6831 7.4651 20.8951
O 5.5827 4.9553 20.1727
O 2.9953 7.9944 11.3612
O 10.37 2.286 11.5656
O 1.7424 5.3433 14.9871
O 3.2738 6.1728 16.9562
O 5.2785 7.182 15.7099
O 5.4697 9.9101 15.819
O 5.5566 6.6416 18.2205
O 6.5867 4.8968 11.3346
O 5.5364 1.0025 13.2739
O 2.4362 1.0799 19.4504
O 1.5351 7.438 21.1278

Results
free energy: -49127.819 eV
free energy less fixed offsets of H -15.86, O -447.96, Si -113.29 eV per atom: -1.699 eV
gap between the highest filled and lowest empty level on this k mesh: 1.497 eV

The program warned: the cutoff lies below the one the program advises for these potential files; the forces do not sum to zero within the program's tolerance; the exchange-correlation potential is rough where the density is thin.
